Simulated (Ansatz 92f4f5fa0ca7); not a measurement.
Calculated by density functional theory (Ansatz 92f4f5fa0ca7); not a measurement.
Periodic cell of 219 atoms, Si133O78N8, from a study of silicon, its oxide and their interface. The atomic structure is a simulated model.
Doubt: the cutoff is far below the 930 eV that the study's wrapper takes by default for these files, so forces and energies are approximate.
This geometry differs little from another in the collection (a relaxation step or a small displacement).

Settings
functional: PBE
potential files: Ansatz PAW
basis: plane waves
wave-function cutoff: 580 eV
density cutoff ratio: 5
exchange-correlation grid ratio: 1
k mesh: 1 x 1 x 1, Gamma-centred
self-consistency stop: 5e-08 eV per atom in the density residual
occupations: fixed
spin: none
net charge: 0

Cell vectors (angstrom)
a	10.938	0	0
b	0	10.938	0
c	0	0	31.1591

Atoms and the computed forces on them: element, x, y, z (angstrom), force x, y, z (eV/angstrom)
Si	-0.3096	0.0983	23.3968	-0.0009	0.0035	-0.0041
Si	5.5307	-0.2059	23.7054	-0.0024	-0.0001	0.0021
Si	2.5604	3.0005	23.827	-0.0007	0.0009	-0.0056
Si	8.5205	2.5128	23.6506	-0.0027	0.002	0.0041
Si	0.2588	5.1395	23.874	-0.0089	-0.0023	-0.0054
Si	5.161	5.6985	23.6588	0.0007	-0.0013	-0.0084
Si	2.7246	7.6459	23.5727	0.0007	0.0025	0.0006
Si	7.8924	8.6423	23.743	0.0025	0.0086	-0.0128
Si	1.3389	1.2474	24.8324	-0.0008	-0.0022	0.0022
Si	6.8036	1.3876	24.9288	0.0027	-0.0002	-0.0007
Si	4.1258	4.1433	25.1177	0.0034	-0.0012	0.0045
Si	9.5599	4.0241	25.0976	0.0003	0.0011	0.0003
Si	1.3557	6.7217	25.1993	0.0028	0.0083	0.0064
Si	6.7539	6.9186	24.9376	0.0029	-0.0102	0.0074
Si	3.952	9.4198	24.8586	0.0026	-0.0031	-0.0003
Si	9.5548	9.6469	25.0338	0.0042	-0.0026	0.0047
Si	2.7085	-0.0552	26.287	-0.0008	-0.0008	0.0012
Si	8.1791	0.0617	26.3828	-0.0041	0.0008	-0.0003
Si	0.0532	2.6544	26.3654	-0.0005	0.0021	0.0008
Si	5.4962	2.7282	26.3783	-0.0013	-0.0005	0.0011
Si	2.7709	5.4443	26.4979	-0.0015	0	0.0015
Si	8.1555	5.4986	26.328	-0.0012	0	-0.0028
Si	-0.0219	8.2266	26.38	-0.0011	-0.0021	-0.0025
Si	5.4155	8.2355	26.3573	-0.0034	0.0075	-0.0003
Si	4.1018	1.3673	27.7409	-0.1029	-0.2812	-0.4928
Si	9.5708	1.3673	27.7409	0.0857	0.123	0.2291
Si	1.3673	4.1018	27.7409	-0.0125	-0.5687	0.3545
Si	6.8362	4.1018	27.7409	0.0607	0.1313	-0.0254
Si	4.1018	6.8362	27.7409	0.3343	0.312	0.5647
Si	9.5708	6.8362	27.7409	-0.2532	0.0374	-0.2305
Si	1.3673	9.5708	27.7409	-0.0407	0.0597	-0.0785
Si	6.8362	9.5708	27.7409	-0.1979	0.1987	-0.1496
Si	0	0	29.1081	-0.0382	-0.0469	-0.0132
Si	5.469	0	29.1081	0.0146	-0.0663	0.0013
Si	2.7345	2.7345	29.1081	-0.1435	0.0092	0.0202
Si	8.2035	2.7345	29.1081	0.1523	0.0908	-0.0169
Si	0	5.469	29.1081	-0.0669	-0.1179	-0.0496
Si	5.469	5.469	29.1081	0.017	0.0607	0.0222
Si	2.7345	8.2035	29.1081	0.0379	0.0311	-0.0039
Si	8.2035	8.2035	29.1081	-0.0363	-0.062	-0.022
Si	1.3673	1.3673	30.4754	0.0118	-0.0214	-0.0093
Si	6.8362	1.3673	30.4754	-0.0412	0.0687	-0.0271
Si	4.1018	4.1018	30.4754	0.0579	-0.0482	-0.0143
Si	9.5708	4.1018	30.4754	-0.0394	-0.0104	0.0034
Si	1.3673	6.8362	30.4754	0.0128	0.0219	-0.0381
Si	6.8362	6.8362	30.4754	-0.0216	-0.0135	0.0033
Si	4.1018	9.5708	30.4754	-0.0182	-0.0162	-0.0026
Si	9.5708	9.5708	30.4754	0.0365	0.0483	-0.0244
Si	2.7345	0	0.6835	-0.0288	-0.0171	0.0476
Si	8.2035	0	0.6835	0.019	-0.0841	0.0398
Si	0	2.7345	0.6835	0.0155	0.0393	-0.0278
Si	5.469	2.7345	0.6835	0.0274	-0.0341	-0.0215
Si	2.7345	5.469	0.6835	-0.0364	-0.0241	0.0455
Si	8.2035	5.469	0.6835	0.0335	0.004	0.0506
Si	0	8.2035	0.6835	-0.013	-0.0074	0.0044
Si	5.469	8.2035	0.6835	-0.0274	0.0636	-0.0333
Si	4.1018	1.3673	2.0507	0.2034	0.2524	-0.0055
Si	9.5708	1.3673	2.0507	0.142	0.1159	0.0055
Si	1.3673	4.1018	2.0507	-0.132	-0.1585	0.0116
Si	6.8362	4.1018	2.0507	-0.1043	-0.0947	0.0186
Si	4.1018	6.8362	2.0507	0.1247	0.1247	-0.0005
Si	9.5708	6.8362	2.0507	0.0236	0.0252	0.0806
Si	1.3673	9.5708	2.0507	-0.0833	-0.0396	-0.0094
Si	6.8362	9.5708	2.0507	-0.1224	-0.1302	-0.0553
Si	0	0	3.418	0.1486	-0.0665	-0.3872
Si	5.469	0	3.418	0.5006	0.1375	-0.242
Si	2.7345	2.7345	3.418	0.3825	0.4865	-0.2276
Si	8.2035	2.7345	3.418	-0.1796	0.0076	0.2189
Si	0	5.469	3.418	-0.0602	-0.2745	0.2066
Si	5.469	5.469	3.418	0.0168	-0.0776	0.1522
Si	2.7345	8.2035	3.418	0.0277	0.0312	0.0869
Si	8.2035	8.2035	3.418	-0.6615	-0.2485	0.027
Si	1.4783	1.3079	4.7066	0.0068	-0.0005	0.0025
Si	6.8598	1.3421	4.8301	-0.0008	0.0003	-0.0015
Si	4.0479	4.2032	4.8372	-0.0054	-0.002	-0.0002
Si	9.5218	4.1092	4.8313	0.0032	-0.0034	0.0012
Si	1.4036	6.7892	4.7803	-0.0036	0.0014	-0.0025
Si	6.8237	6.7616	4.8762	0.0013	0.0008	-0.0028
Si	4.1571	9.5884	4.7509	0.0018	0.0012	-0.0007
Si	9.4859	9.6331	4.7018	-0.0046	0.0019	0.0025
Si	2.8964	0.0426	6.1573	-0.0026	0.0017	-0.0037
Si	8.3086	0.0389	6.2639	0.003	-0.0056	0.0046
Si	0.1018	2.6912	5.9446	-0.0043	-0.0003	-0.0009
Si	5.4077	2.7419	6.0891	-0.0011	-0.0013	-0.0004
Si	2.7656	5.6197	6.3848	0.0011	-0.0047	0.0017
Si	8.1669	5.4052	6.4099	-0.0062	-0.0074	0.0014
Si	-0.1099	8.1779	5.8748	0.0029	0.0006	-0.0045
Si	5.4246	8.228	6.162	-0.0251	-0.0072	0.0151
Si	3.8732	1.7498	7.5892	-0.0031	-0.0022	-0.0019
Si	10.246	0.9928	7.3642	-0.0032	-0.0013	-0.0061
Si	1.494	3.8823	7.3993	0.0035	-0.0039	0.0024
Si	6.8091	3.7392	7.6526	0.008	0.0023	-0.0042
Si	3.6651	7.5295	7.7313	0.025	0.0082	-0.0167
Si	9.4984	7.0854	7.5092	0.0019	0.0034	0.0113
Si	1.3012	9.5723	7.0407	-0.002	0.0026	0.0012
Si	7.1632	9.2577	7.4004	0.0075	0.0075	0.0003
O	10.7316	-5.0293	22.4906	0.0012	-0.0002	0.0023
N	4.4969	1.9208	20.0638	-0.0001	0.0002	-0.0008
N	3.8131	6.4616	22.7884	-0.0014	0.0022	0.0016
O	9.5324	1.3212	23.1027	0.0033	-0.0026	0.0002
O	6.6614	4.7806	11.6552	-0.0002	0.0009	0.0012
O	11.2266	-0.2721	7.7919	-0.0012	0.0007	0.0012
O	2.1324	6.5266	9.9514	-0.0009	-0.0009	0.0008
N	2.0599	8.33	8.0251	0.0023	-0.0011	0.0019
O	11.6043	4.1909	8.787	0.0002	0.0014	-0.0029
N	-0.3841	6.6578	8.8759	-0.0022	-0.0011	-0.0029
O	11.0156	7.4753	12.5846	0.0001	0	0.001
O	2.6313	2.7854	7.8475	-0.0033	0.0049	0.0012
O	8.9081	6.0463	12.0154	-0.0008	-0.0003	0.0009
O	4.4838	1.6356	9.1427	0.0004	0.0012	0.0015
O	4.87	4.7621	13.7195	-0.0001	0	-0.0004
O	1.5537	7.9753	22.4015	-0.0001	0.0003	-0.0001
O	6.1695	5.067	22.5353	-0.0023	0.0015	0.0031
O	4.8908	11.3938	22.3366	0.0004	-0.0004	-0.0007
N	10.91	10.2263	21.7985	-0.0004	-0.0008	-0.0001
O	12.3038	4.0289	23.3508	0.0042	-0.0033	0.0004
O	-2.6872	3.4479	22.3194	0.0004	0.0006	-0.0018
Si	3.4301	8.8249	19.4612	0.0002	0.0005	0.0008
Si	4.6874	1.5209	16.2563	-0.0004	0.0003	-0.0003
Si	-1.2375	9.073	21.1969	0.0003	-0.0004	-0.0006
Si	6.3967	3.8359	17.0545	-0.0007	0.0002	-0.0002
Si	5.1901	0.5535	19.1738	-0.0003	0.0006	0.0011
Si	9.5013	2.233	13.145	0.0015	0.0009	-0.0001
Si	4.2902	-3.0934	16.7331	-0.0002	0.0003	-0.0001
Si	18.3863	1.0387	11.62	0.0011	0.002	-0.0003
Si	-3.7274	8.1444	14.6138	-0.0001	-0.0001	-0.0008
Si	10.7302	1.333	18.2204	-0.0005	0.0001	0.0004
Si	1.2324	-0.2422	20.6513	-0.0005	0.0005	0.0006
Si	11.5972	6.8855	21.4922	-0.0022	-0.0001	0.0002
Si	4.9287	-0.9564	14.6802	-0.0003	0.0012	0
Si	8.1264	-0.2876	18.8623	0.0001	0.0005	0.0011
Si	12.0047	11.3858	12.9175	0.0001	0.0005	-0.0016
Si	8.2683	-6.2791	11.4342	0.0005	0.0004	-0.0015
Si	3.4636	6.1728	21.0679	-0.0003	0	-0.0005
Si	-0.3484	5.0827	9.6772	-0.001	-0.0014	0.0004
Si	1.6565	12.7871	15.7072	0	0.0002	0.0004
Si	3.7957	12.3348	21.5673	0.0007	0.0002	0.0004
Si	8.9223	2.5881	9.3222	-0.0013	0.0005	-0.0006
Si	3.5439	9.8782	11.8449	-0.0015	-0.0002	-0.0014
Si	10.4956	5.9476	12.4787	-0.0005	0.001	-0.0007
Si	15.9891	3.594	19.8141	-0.0008	-0.0008	0.0005
Si	7.3297	4.5348	21.539	0.0003	-0.0005	0.0011
Si	5.062	4.8136	12.0733	-0.0005	0.0022	-0.0008
Si	9.1057	6.5106	19.7723	0.0001	0.0009	0.0012
Si	14.4088	-3.7899	10.6638	0.0013	0.0015	-0.001
Si	9.5129	-6.7671	17.8394	-0.0001	-0.0002	0.0003
Si	10.7517	8.8212	11.6915	-0.0002	-0.0001	-0.002
Si	12.0064	-3.3413	9.2574	-0.0026	0.0025	0.0009
Si	-5.6631	5.784	14.9531	0.0001	0.0005	-0.0003
Si	-0.2545	4.0425	15.0518	0	-0.0001	-0.0007
Si	7.7555	-2.0133	11.7529	0.0006	-0.0003	-0.0009
Si	-5.7118	-8.2275	10.1387	-0.0015	-0.0008	-0.0004
Si	5.5311	8.9267	9.8835	-0.0007	-0.0007	-0.0017
Si	-3.5343	-2.889	17.4581	0.0003	0.0004	0.0003
O	4.3405	-7.3194	11.1958	-0.0012	-0.0011	-0.0001
O	2.9409	8.3718	11.6235	0	-0.0001	0.0011
O	12.1465	3.3714	15.295	-0.0005	0.0007	0.0004
O	4.4427	9.7364	13.1751	0.0003	0.0004	0.0001
O	4.1335	4.8011	20.4593	-0.0005	0.0012	0.0003
O	24.2631	11.5098	21.4586	-0.0006	0.0005	-0.0001
O	4.0517	-4.4837	15.8543	-0.0001	-0.0001	0
O	9.2876	0.5788	18.1233	0.0002	0.0004	-0.0003
O	4.8336	0.6278	17.5984	0	0	-0.0003
O	-0.5689	2.9073	18.3997	-0.0004	0.0003	-0.0004
O	8.0488	-3.2097	15.9658	-0.0005	0.0005	0.001
O	8.7544	8.4306	22.3605	-0.0024	-0.0003	0.0054
O	8.0618	8.3761	13.2606	0.0002	0.0011	-0.0012
O	11.1965	-5.7647	11.2139	0	0.0001	-0.0007
O	8.4722	1.5219	10.4594	0.002	-0.0018	0.0019
O	10.773	5.1843	13.889	-0.0007	0.0007	0.0004
O	4.571	10.0732	10.5906	0.0004	0.0007	-0.0004
O	5.988	3.8063	9.1256	0.0002	0.0012	0.0018
O	8.7577	-1.0825	20.1291	0.0002	-0.0002	0.0004
O	8.2265	1.222	13.061	-0.0022	-0.0015	-0.0009
O	3.1739	2.1201	16.2436	-0.0005	0	0.0002
O	-0.849	4.7061	16.406	0.0001	0.0001	0.0003
O	13.3576	11.0829	11.9971	-0.0005	0	0.0017
O	4.0472	9.0979	15.7197	-0.0005	0.0002	0.0005
O	3.4595	2.7052	22.4666	-0.001	0.0003	0.0014
N	-1.9121	-6.6792	9.8666	0.0002	0.0006	0.0005
O	8.1656	5.7919	20.9205	-0.0001	0.0012	-0.0014
O	0.6188	0.7373	19.4919	0.0002	-0.0006	-0.0001
O	-6.4233	-0.8795	19.6361	-0.0004	-0.0005	-0.001
O	-2.6418	-2.7762	7.9397	0.0021	-0.0008	-0.0011
O	18.52	-1.3083	17.7336	-0.0003	0	-0.0002
O	-6.6405	-4.7751	11.6258	0.0003	-0.0006	0.0012
O	1.9562	-1.5322	19.9127	0	0.0006	-0.0003
N	4.4618	7.6642	9.3161	-0.0036	-0.001	0.0023
O	6.2892	-5.8647	16.0117	-0.0004	-0.0003	0.0004
O	7.1102	-0.5242	11.6672	-0.0014	-0.0038	0.0017
O	-1.7025	8.9577	11.0982	-0.0015	0.0004	0.0014
O	6.5715	3.6917	20.3848	0	-0.0005	-0.0003
O	7.9292	2.5582	8.0064	-0.0046	0.0023	0.0016
O	6.1046	7.0006	14.253	-0.0006	-0.0001	0.0006
O	9.835	5.3244	18.9388	-0.0003	0.0004	-0.0003
O	6.6974	9.6659	23.2318	0.0004	-0.0009	0.0009
O	0.6663	-13.0781	10.2951	0	0.0001	0.001
O	0.7128	1.1843	16.8751	0.0002	0.0004	-0.0001
O	6.4839	-1.3664	14.9011	-0.0001	0.0006	0.0016
O	-4.8344	1.8667	11.2467	-0.001	0.0012	0.0007
O	-2.0027	-7.4043	12.3782	-0.002	0.0011	-0.0007
O	12.5196	11.7373	14.4363	-0.0003	-0.0003	0.0001
O	5.9655	2.5277	16.1837	-0.0001	0.0008	0.0003
O	3.9694	7.5747	20.3697	0	-0.0006	-0.0001
O	17.7618	0.5738	19.3729	0	0	-0.0005
O	11.1276	10.0202	12.7307	-0.0002	0.0004	0.0008
O	3.268	-2.7637	17.9604	-0.0002	0.0004	0.0006
O	15.7392	11.5651	14.9209	0	-0.0001	0.001
O	6.3506	-1.1719	8.7505	-0.0001	-0.0015	-0.0017
O	10.9304	12.595	12.5307	0.0003	-0.0002	0.0013
O	7.9145	3.811	17.662	-0.0004	0.0004	-0.0003
O	10.2546	1.8419	8.7863	0.0025	0.0013	0.0005
O	9.7233	2.7581	14.67	-0.0004	0.0008	0.0008
O	6.5999	-2.805	10.8905	0.0002	0.001	0.0012
O	5.2404	14.8482	18.2191	0.0003	0.0002	-0.0006
O	-5.1403	7.7367	17.3861	0.0005	0.0001	-0.0002
O	-2.826	7.2494	18.6876	-0.0005	0	-0.0006
N	-0.5954	7.592	20.4745	0.0008	-0.0001	0.0009
O	1.8457	6.0287	20.7448	0.0012	0.0003	0.0003

Results
free energy: -131990.800 eV
free energy less fixed offsets of N -385.13, O -568.88, Si -635.61 eV per atom: -0.990 eV

The program warned: the cutoff lies below the one the program advises for these potential files; the exchange-correlation potential is rough where the density is thin.
